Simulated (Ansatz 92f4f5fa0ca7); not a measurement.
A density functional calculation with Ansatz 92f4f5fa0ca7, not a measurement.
Periodic cell of 351 atoms, Si241O110, from a study of silicon, its oxide and their interface. The atomic structure is a simulated model.
Doubt: the cutoff is far below the 930 eV that the study's wrapper takes by default for these files, so forces and energies are approximate.
This geometry differs little from another in the collection (a relaxation step or a small displacement).

Settings: functional PBE; potential files Ansatz PAW; basis plane waves; wave-function cutoff 580 eV; density cutoff ratio 5; exchange-correlation grid ratio 1; k mesh 1 x 1 x 1, Gamma-centred; self-consistency stop 5e-08 eV per atom in the density residual; occupations fixed; spin none; net charge 0.

Cell vectors (angstrom)
a, 11.6015, 0, 0
b, 0, 13.3963, 0
c, 0, 0, 40.4618

Atoms: element, x, y, z (angstrom)
Si, 0, 2.2327, 1.1851
Si, 3.8672, 2.2327, 1.1851
Si, 7.7343, 2.2327, 1.1851
Si, 1.9336, 5.5818, 1.1851
Si, 5.8008, 5.5818, 1.1851
Si, 9.6679, 5.5818, 1.1851
Si, 0, 8.9308, 1.1851
Si, 3.8672, 8.9308, 1.1851
Si, 7.7343, 8.9308, 1.1851
Si, 1.9336, 12.2799, 1.1851
Si, 5.8008, 12.2799, 1.1851
Si, 9.6679, 12.2799, 1.1851
Si, 1.9336, 1.1164, 1.9745
Si, 5.8008, 1.1164, 1.9745
Si, 9.6679, 1.1164, 1.9745
Si, 0, 4.4654, 1.9745
Si, 3.8672, 4.4654, 1.9745
Si, 7.7343, 4.4654, 1.9745
Si, 1.9336, 7.8145, 1.9745
Si, 5.8008, 7.8145, 1.9745
Si, 9.6679, 7.8145, 1.9745
Si, 0, 11.1635, 1.9745
Si, 3.8672, 11.1635, 1.9745
Si, 7.7343, 11.1635, 1.9745
Si, 1.9336, 1.1164, 4.3426
Si, 5.8008, 1.1164, 4.3426
Si, 9.6679, 1.1164, 4.3426
Si, 0, 4.4654, 4.3426
Si, 3.8672, 4.4654, 4.3426
Si, 7.7343, 4.4654, 4.3426
Si, 1.9336, 7.8145, 4.3426
Si, 5.8008, 7.8145, 4.3426
Si, 9.6679, 7.8145, 4.3426
Si, 0, 11.1635, 4.3426
Si, 3.8672, 11.1635, 4.3426
Si, 7.7343, 11.1635, 4.3426
Si, 0, 0, 36.1213
Si, 3.8672, 0, 36.1213
Si, 7.7343, 0, 36.1213
Si, 1.9336, 3.3491, 36.1213
Si, 5.8008, 3.3491, 36.1213
Si, 9.6679, 3.3491, 36.1213
Si, 0, 6.6981, 36.1213
Si, 3.8672, 6.6981, 36.1213
Si, 7.7343, 6.6981, 36.1213
Si, 1.9336, 10.0472, 36.1213
Si, 5.8008, 10.0472, 36.1213
Si, 9.6679, 10.0472, 36.1213
Si, 0, 0, 38.4894
Si, 3.8672, 0, 38.4894
Si, 7.7343, 0, 38.4894
Si, 1.9336, 3.3491, 38.4894
Si, 5.8008, 3.3491, 38.4894
Si, 9.6679, 3.3491, 38.4894
Si, 0, 6.6981, 38.4894
Si, 3.8672, 6.6981, 38.4894
Si, 7.7343, 6.6981, 38.4894
Si, 1.9336, 10.0472, 38.4894
Si, 5.8008, 10.0472, 38.4894
Si, 9.6679, 10.0472, 38.4894
Si, 0, 2.2327, 39.2788
Si, 3.8672, 2.2327, 39.2788
Si, 7.7343, 2.2327, 39.2788
Si, 1.9336, 5.5818, 39.2788
Si, 5.8008, 5.5818, 39.2788
Si, 9.6679, 5.5818, 39.2788
Si, 0, 8.9308, 39.2788
Si, 3.8672, 8.9308, 39.2788
Si, 7.7343, 8.9308, 39.2788
Si, 1.9336, 12.2799, 39.2788
Si, 5.8008, 12.2799, 39.2788
Si, 9.6679, 12.2799, 39.2788
Si, -3.6052, 0.1105, 28.8937
Si, 4.6071, 4.1951, 27.1129
Si, 13.2939, -2.4578, 27.2699
Si, 1.8365, -1.127, 30.3155
Si, 1.9149, 0.9855, 29.2017
Si, 11.7008, 2.3282, 32.1971
Si, -5.7323, 12.7147, 29.6905
Si, 7.8052, 9.0687, 29.8294
Si, 13.2204, 5.0653, 29.8944
Si, 7.6753, 6.8017, 29.0263
Si, 0.7832, 6.2198, 26.9727
Si, 5.8936, 5.582, 29.9527
Si, 5.4211, 5.8438, 25.5445
Si, 7.974, 2.3764, 29.571
Si, 3.6956, 7.8531, 23.9875
Si, -2.5133, 10.4965, 26.7539
Si, 0.0726, 8.939, 32.1709
Si, 4.7546, 10.2191, 18.9366
Si, -1.9312, 5.7479, 29.7301
Si, 7.7992, 8.9809, 32.1862
Si, 9.9569, 3.5362, 28.916
Si, -0.1245, 14.9754, 26.0856
Si, 10.5352, 17.0893, 26.613
Si, 10.9018, 14.9229, 23.2427
Si, -4.8192, -3.6275, 26.5977
Si, 3.9613, 2.0923, 32.0277
Si, 7.8222, 2.2844, 32.0177
Si, 2.0131, 5.5394, 32.1686
Si, 6.4676, 7.3936, 27.0456
Si, 9.6913, 5.6245, 32.1272
Si, 0.2477, 9.0209, 29.8137
Si, 5.9984, 10.4063, 28.8468
Si, 2.2881, 10.1946, 29.335
Si, 1.96, 12.2744, 32.5697
Si, 5.9105, 12.3466, 32.0818
Si, 9.8028, 12.313, 32.1399
Si, 2.004, 1.1728, 33.0194
Si, 5.919, 1.1417, 32.9324
Si, 9.7419, 1.1721, 32.8894
Si, 0.0309, 4.5359, 33.006
Si, 3.92, 4.3615, 32.9087
Si, 7.7892, 4.4711, 32.9463
Si, 2.0372, 7.8133, 32.89
Si, 5.879, 7.8436, 33.0159
Si, 9.7215, 7.8372, 32.9451
Si, 0.0173, 11.1158, 33.0825
Si, 4.0013, 11.1957, 32.984
Si, 7.8176, 11.2217, 32.92
Si, 1.9441, 1.136, 35.3641
Si, 5.8173, 1.1235, 35.3158
Si, 9.673, 1.1239, 35.2922
Si, -0.0042, 4.4779, 35.3578
Si, 3.8705, 4.4389, 35.2985
Si, 7.743, 4.4581, 35.3235
Si, 1.9473, 7.8124, 35.2922
Si, 5.808, 7.8196, 35.3622
Si, 9.6745, 7.8179, 35.3217
Si, -0.0152, 11.1527, 35.4034
Si, 3.8922, 11.1633, 35.343
Si, 7.7426, 11.1776, 35.3075
Si, -0.0182, 0.016, 5.1441
Si, 3.8636, -0.0098, 5.2166
Si, 7.7332, -0.0049, 5.1622
Si, 1.895, 3.3396, 5.1617
Si, 5.7774, 3.3383, 5.1154
Si, 9.6441, 3.3481, 5.0992
Si, 0.0011, 6.6918, 5.0898
Si, 3.8712, 6.7029, 5.1251
Si, 7.7306, 6.6967, 4.9475
Si, 1.9277, 10.0058, 5.2389
Si, 5.7917, 10.0473, 5.2078
Si, 9.6661, 10.0784, 4.972
Si, -0.1455, 0.0154, 7.5159
Si, 3.7601, -0.0471, 7.6654
Si, 7.6461, -0.0399, 7.5567
Si, 1.6695, 3.3487, 7.5436
Si, 5.5825, 3.2954, 7.4625
Si, 9.4072, 3.3077, 7.4334
Si, -0.0729, 6.6755, 7.4209
Si, 3.8619, 6.6788, 7.4882
Si, 7.7102, 6.6806, 7.2093
Si, 1.832, 9.9055, 7.7122
Si, 5.7219, 10.0262, 7.6477
Si, 9.5989, 10.1209, 7.2492
Si, -0.3428, 2.2463, 8.4014
Si, 3.6087, 2.2477, 8.3245
Si, 5.1802, 7.7727, 14.4116
Si, 1.887, 5.6185, 8.2114
Si, 5.8465, 5.5512, 8.0971
Si, 9.5638, 5.5585, 8.109
Si, 0.9281, 11.9198, 10.446
Si, 3.8835, 8.7855, 8.5561
Si, 7.7624, 8.8868, 8.0179
Si, 1.7439, 12.2029, 8.2816
Si, 5.7625, 12.2627, 8.4652
Si, 9.5841, 12.234, 8.364
Si, -2.531, 6.266, 10.3119
Si, 3.5799, 6.8311, 21.0867
Si, 7.4649, 2.1851, 8.2994
Si, 7.6622, 10.9067, 13.6711
Si, 8.7439, 2.1829, 19.8031
Si, 14.8519, 2.607, 10.6331
Si, 1.754, 15.8657, 16.1372
Si, 7.736, 2.6801, 10.6144
Si, 5.4893, 12.2138, 11.6589
Si, 0.5356, 18.0949, 16.7562
Si, 9.3575, 8.4945, 9.702
Si, 12.5026, 13.5351, 21.1367
Si, 5.4659, 1.8148, 12.4935
Si, 10.6199, 4.8556, 11.4246
Si, 5.8576, -0.037, 15.7855
Si, -3.0642, 0.1493, 14.4393
Si, 4.3603, 7.3639, 11.3877
Si, 7.3366, -0.2134, 21.239
Si, 7.8234, 6.7747, 15.5323
Si, 0.8352, 7.9293, 16.8876
Si, 10.2141, 2.6397, 10.6053
Si, -1.1656, 5.641, 14.3292
Si, 1.5328, 13.5786, 11.9313
Si, 5.6373, 10.3263, 15.9252
O, 14.3029, -5.3935, 20.4268
O, 12.9792, -3.8379, 26.431
O, 4.4971, 5.2337, 17.5073
O, 20.4404, -14.8229, 14.1061
O, -6.9719, 2.7992, 11.4807
O, 4.7661, 9.1396, 15.2203
O, 4.7201, 6.353, 19.9981
O, 15.821, -4.8951, 10.1955
O, 47.4423, 0.9756, 15.7473
O, -11.4019, -8.6501, 26.4953
O, 20.565, 12.4601, 18.0692
O, 21.2221, -12.8134, 23.1638
O, 30.9321, 3.2281, 23.746
O, 9.3795, 4.2222, 25.5349
O, 26.8708, 0.5966, 25.3911
O, -8.989, 12.282, 23.6559
O, 28.7803, 9.8922, 17.5213
O, 16.4031, -1.5341, 18.9121
O, 6.888, 0.2937, 14.5225
O, 3.6393, 1.1142, 22.4603
O, 13.9512, -11.9522, 11.3312
O, 4.6014, -5.433, 12.894
O, 14.3293, 11.7605, 26.3004
O, 30.2308, -24.9328, 11.8932
Si, 6.339, 17.3646, 23.2747
Si, 33.051, 12.2709, 29.7624
Si, 8.3439, 0.391, 17.3534
Si, 9.8288, 10.0458, 24.5339
Si, 14.4073, 11.1277, 12.3934
Si, 21.0139, 8.8134, 21.9309
Si, 9.9645, -4.7779, 16.4045
Si, 11.3026, 8.8604, 8.2354
Si, 14.3352, 3.9674, 21.0016
Si, 5.8072, 3.3722, 29.0069
Si, 1.7108, -16.7258, 14.8198
Si, 20.5951, -0.446, 26.7887
Si, 15.0966, -0.9733, 25.036
Si, -1.3948, 11.4601, 17.7388
Si, 35.7364, 8.6865, 25.1341
Si, -9.2569, 0.8167, 18.5564
Si, 24.334, 12.8205, 16.3578
Si, 21.7617, -1.3448, 10.7101
Si, 20.7869, -9.4244, 23.9284
Si, 23.5149, -0.8107, 28.5707
Si, 8.61, -0.4572, 23.8462
Si, 1.957, 5.4976, 10.5443
Si, 28.0493, -8.4172, 19.0877
Si, 25.6149, 22.6323, 19.4102
Si, 2.8645, -0.3163, 22.2439
Si, 17.4309, 5.5969, 32.2724
Si, -0.0635, 10.7608, 20.536
Si, 28.4921, 5.28, 16.0669
Si, 10.9474, 8.5494, 13.7229
Si, 15.8966, 1.4659, 29.668
Si, 9.8119, 10.0117, 28.9823
Si, -2.1076, 23.2441, 11.5218
Si, 19.0027, 4.1171, 20.3219
Si, 17.2762, 10.3062, 24.452
Si, 16.2258, -13.7849, 20.0409
Si, 27.47, 22.4856, 29.7893
Si, 14.4429, 1.9754, 25.6432
Si, 26.6984, 16.077, 22.896
Si, 27.2098, 8.9697, 32.1572
Si, 16.2156, 7.0787, 28.6357
Si, 10.3339, 14.1706, 12.0425
Si, 18.3927, 10.1937, 21.3333
Si, 26.118, 5.6437, 27.9669
Si, 12.1004, 2.8638, 29.9137
Si, 23.2889, 6.7306, 29.1476
Si, 6.774, 19.0528, 10.2526
Si, 11.4358, 17.2889, 19.8326
Si, 16.1356, 15.8591, 14.7518
Si, 9.6532, 5.7613, 21.4581
O, 13.2725, -1.8409, 15.4823
O, 16.1265, 9.1548, 24.4725
O, 28.8003, 23.13, 20.288
O, 8.8692, 6.0206, 14.534
O, 11.7453, 1.0782, 24.5484
O, 33.6899, 0.3985, 26.7452
O, 29.2586, 12.3258, 10.1242
O, 14.4701, 23.5232, 13.6705
O, 18.4211, 7.6252, 14.5381
O, 29.1698, 0.3618, 20.5702
O, 3.8802, -10.5314, 26.4778
O, 11.0054, 5.1027, 20.841
O, 3.9067, -1.1675, 21.3005
O, 6.5586, -1.7642, 12.7213
O, -2.3345, 5.3076, 22.994
O, 38.6271, 30.6865, 19.7629
O, -7.4282, 7.4223, 22.4862
O, 6.3692, 57.9775, 19.0893
O, 20.9755, -1.9108, 23.8395
O, -6.8533, 1.1434, 15.7294
O, 18.6692, 37.1437, 15.098
O, 5.6901, -6.9659, 11.2112
O, 10.5163, 4.6388, 13.0562
O, 12.0362, -21.1415, 11.1292
O, 2.4013, 3.9689, 10.8833
O, 9.6751, 23.5056, 17.0007
O, 10.6036, -4.6121, 12.1651
O, 18.6664, 4.1634, 10.8752
O, 20.1301, -11.6566, 18.2372
O, 1.4962, 10.3001, 20.2931
O, -0.749, -2.5033, 19.0907
O, 11.8205, 0.7031, 12.7749
O, -8.6389, -6.8837, 11.356
O, 39.7667, -1.6378, 24.7717
O, 8.4984, 0.8115, 20.6996
O, -22.9824, 28.1763, 21.9386
O, 18.4578, 19.0988, 16.3092
O, 15.8381, -2.2185, 11.6263
O, 26.1019, 2.7444, 14.9626
O, 9.9087, -6.0519, 21.4961
O, -0.6703, 18.2338, 15.6529
O, 20.865, 1.0134, 13.2825
O, -5.3841, 5.3369, 24.1715
O, 27.2332, 20.007, 25.0033
O, 22.9779, 6.98, 14.0141
O, 6.4623, 17.595, 21.6706
O, 28.322, 11.8897, 15.7361
O, 13.2793, 24.047, 11.2903
O, 34.6272, -3.7661, 24.3929
O, 8.292, -3.5879, 12.6523
O, 37.2518, 12.6478, 12.9399
O, -0.34, 12.3419, 16.8707
O, 2.3261, 15.582, 17.668
O, 23.1491, 4.3565, 18.2606
O, 31.1934, 9.1019, 21.1907
O, 20.2924, 34.3769, 16.7002
O, -6.3271, 17.2111, 15.3307
O, 22.0177, -23.7281, 23.3747
O, 24.5832, 21.9799, 18.2961
O, 11.5233, -1.1629, 21.2357
O, 36.6183, 8.7699, 15.8204
O, 31.4084, 13.3521, 25.3767
O, 39.3656, 6.4171, 15.1189
O, 12.6907, 40.8602, 19.5972
O, -2.4732, -4.4773, 23.5516
O, 21.3403, 22.2088, 14.7788
O, 6.7479, 0.0903, 17.1468
O, 23.5472, -3.6044, 14.006
O, 9.0709, 14.026, 15.9026
O, 14.2336, 5.5452, 21.4627
O, 33.8364, -3.6, 21.4743
O, 7.4494, 11.6092, 20.8007
O, 16.5929, 27.0602, 12.2118
O, 3.7253, -12.5916, 19.4046
O, 7.2998, -0.2933, 22.8815
O, 12.9122, 3.4484, 20.3816
O, 0.399, -6.1403, 25.7326
O, -9.4783, 8.3005, 24.0795
O, 14.0959, 29.5223, 24.2159
O, 24.3355, 6.2817, 16.8505
O, 24.679, -25.0714, 26.5484
O, 41.1094, -16.4871, 22.9127
O, -26.3608, 45.5665, 20.4304
O, 21.9045, 2.7059, 19.9404
O, 2.2199, -0.4857, 17.5794
O, 39.7876, 16.4972, 23.4752

Results
free energy: -215748.936 eV
free energy less fixed offsets of O -568.88, Si -635.61 eV per atom: 9.874 eV

Forces (eV/angstrom), in the order of the atoms: element, x, y, z
Si, -0.0041, 0.0293, 0.0237
Si, 0.0065, 0.0006, 0.0333
Si, 0.0151, 0.04, -0.0408
Si, 0.0125, 0.0119, -0.0015
Si, 0.033, -0.0066, 0.0396
Si, 0.0241, 0.0123, -0.0029
Si, -0.0056, -0.0108, -0.0192
Si, 0.0214, -0.0548, -0.0242
Si, -0.0015, -0.0358, -0.0045
Si, -0.0315, -0.0097, -0.0133
Si, 0.0482, 0.0223, -0.0179
Si, 0.0028, 0.039, 0.0682
Si, 0.0381, -0.0252, -0.0199
Si, -0.036, -0.0807, -0.0187
Si, -0.0665, -0.043, 0.0077
Si, -0.0486, -0.04, 0.0009
Si, -0.1052, 0.0155, -0.0283
Si, -0.0882, -0.1408, -0.0093
Si, 0.019, 0.0432, -0.0099
Si, -0.1111, 0.1496, 0.0055
Si, 0.0743, 0.0209, -0.0035
Si, 0.212, 0.032, -0.0154
Si, -0.0501, -0.03, -0.0703
Si, -0.2064, 0.0273, -0.0089
Si, 0.0243, -0.085, 0.3106
Si, -0.1137, -0.2012, 0.2019
Si, -0.1848, -0.038, -0.1035
Si, -0.1591, -0.0943, -0.1712
Si, -0.2798, -0.0475, 0.146
Si, -0.2129, -0.3355, -0.4905
Si, 0.0296, 0.0781, -0.0393
Si, -0.3071, 0.3272, -0.2435
Si, 0.2446, 0.0474, -0.5736
Si, 0.5567, 0.1449, 0.0099
Si, -0.1553, -0.1189, 0.6547
Si, -0.5177, 0.1777, -0.1473
Si, -0.0527, 0.1439, -0.0628
Si, 0.1867, 0.0835, -0.0548
Si, 0.141, 0.0586, -0.1055
Si, 0.0267, 0.1571, 0.1884
Si, 0.0539, -0.0104, -0.0394
Si, 0.012, -0.0673, 0.0277
Si, 0.1103, 0.1587, -0.0213
Si, -0.0046, -0.1571, -0.2259
Si, 0.1179, -0.0489, -0.0307
Si, 0.1622, -0.1041, -0.0914
Si, 0.2496, 0.0832, 0.1612
Si, -0.2636, -0.0814, 0.2315
Si, -0.0195, 0.0533, 0.0214
Si, 0.0614, 0.002, -0.0119
Si, 0.039, 0.0405, 0.017
Si, 0.0089, 0.0703, 0.0048
Si, 0.0195, -0.0043, 0.005
Si, 0.0004, -0.0211, 0.0066
Si, 0.0467, 0.0757, 0.0127
Si, -0.0161, -0.055, 0.0178
Si, 0.0519, -0.0098, 0.0115
Si, 0.0615, -0.054, -0.0064
Si, 0.0862, 0.0197, -0.0046
Si, -0.0943, -0.0505, -0.0026
Si, 0.0071, -0.017, 0.0041
Si, -0.0099, 0.003, -0.0205
Si, -0.0136, -0.0295, 0.0149
Si, -0.0149, -0.0184, 0.0203
Si, -0.021, 0.0044, -0.0213
Si, -0.0265, -0.0102, -0.0114
Si, 0.0008, 0.007, 0.0005
Si, -0.0186, 0.0594, -0.025
Si, 0.0035, 0.0336, 0.0537
Si, 0.0331, 0.011, -0.0467
Si, -0.0549, -0.0224, 0.001
Si, -0.0075, -0.0448, -0.0195
Si, -0.0123, 0.0001, 0.0085
Si, -0.0117, -0.0171, -0.0065
Si, 0.011, -0.0135, -0.1411
Si, 0.0552, 0.1797, 0.0265
Si, -0.0187, -0.2011, 0.0826
Si, 0.0087, -0.0057, -0.0083
Si, 0.0088, 0.0084, -0.01
Si, -0.0272, -0.0211, 0.0116
Si, -0.0048, 0.0087, 0.0133
Si, 0.0016, 0.0149, 0.0034
Si, -0.0082, -0.0042, -0.0184
Si, -0.0046, -0.0024, -0.0158
Si, -0.0219, -0.0004, -0.0041
Si, -0.005, -0.0013, 0.0051
Si, -0.0004, 0.0037, -0.012
Si, -0.0026, -0.0047, 0.0099
Si, 0.005, -0.0004, 0.0134
Si, -0.0055, -0.0138, 0.015
Si, -0.0006, -0.0098, 0.0093
Si, 0.0053, -0.0033, 0.0024
Si, -0.01, 0.0101, 0.0025
Si, 0.0399, 0.0114, 0.0165
Si, 0.0059, -0.0022, -0.027
Si, 0.0096, 0.0041, 0.0057
Si, 0.009, 0.0025, -0.0123
Si, -0.0053, 0.0014, 0.0037
Si, 0.0032, -0.0032, 0.0071
Si, 0.005, -0.0016, 0.0063
Si, -0.0125, -0.0038, 0.0036
Si, 0.0019, -0.0002, 0.0034
Si, -0.051, -0.0151, 0.0023
Si, 0.0017, 0.0123, 0.014
Si, 0.0843, -0.0065, 0.0105
Si, -0.026, -0.0111, -0.0318
Si, 0.0002, 0.0079, 0.0006
Si, 0.0003, -0.0021, 0.0243
Si, -0.0049, 0.0053, -0.0024
Si, 0.0002, 0.0025, 0.009
Si, 0.0034, -0.0034, 0.0065
Si, 0.0013, -0.0002, 0.0003
Si, -0.0004, 0.0002, 0.0038
Si, 0.0002, -0.0015, 0.0065
Si, 0.0052, 0.0072, 0.0046
Si, 0.003, -0.0031, -0.002
Si, -0.0052, -0.0035, 0.0057
Si, 0.0146, 0.0169, -0.0007
Si, -0.0017, -0.0059, -0.0008
Si, 0.0061, -0.0009, 0.0046
Si, 0.0005, -0.0088, 0.0032
Si, -0.0011, 0.0019, 0.005
Si, -0.0014, -0.001, 0.001
Si, 0.0005, 0.0006, 0.0048
Si, -0.0006, 0.0057, 0.0042
Si, 0.0001, 0.0009, 0.0023
Si, -0.0023, 0.0011, 0.0012
Si, 0.0007, -0.0001, 0.0056
Si, -0.0002, 0.0013, 0.004
Si, -0.0003, -0.0003, 0.0006
Si, 0.0002, 0, 0.0029
Si, -0.0033, -0.0048, 0.0039
Si, 0.0024, -0.003, -0.004
Si, -0.0051, -0.0003, 0.0006
Si, -0.0016, 0.0022, 0.0031
Si, 0.0008, -0.0015, -0.0003
Si, 0.0041, -0.0027, -0.0038
Si, 0.009, 0.0015, -0.0114
Si, -0.0038, 0.0031, -0.0041
Si, 0.0006, -0.0012, -0.0034
Si, 0.0038, 0.0029, -0.0079
Si, -0.0004, 0.0091, -0.0029
Si, -0.0004, -0.001, -0.0026
Si, 0.0009, -0.0055, 0.0001
Si, 0.0047, -0.0055, 0.0011
Si, 0.0121, -0.0016, 0.0107
Si, -0.0031, -0.0033, 0.0009
Si, 0.0093, -0.0054, 0.0004
Si, -0.0096, 0.0052, 0.0065
Si, -0.0149, -0.0179, 0.0131
Si, 0.014, -0.0053, -0.0034
Si, -0.0022, 0.005, -0.0023
Si, 0.0097, 0.0014, 0.011
Si, 0.0164, 0.0013, 0.008
Si, -0.0015, 0.0024, 0.0135
Si, 0.0043, -0.0073, 0.0082
Si, 0.0109, 0.0133, 0.0012
Si, 0.0019, 0.0047, 0.0085
Si, 0.0035, -0.0035, -0.0074
Si, 0, -0.0061, 0.0038
Si, -0.0076, -0.0059, -0.0047
Si, -0.0059, 0.0109, -0.0057
Si, 0.0071, -0.0011, -0.0095
Si, -0.0038, 0.0077, -0.0229
Si, -0.0048, 0.0027, -0.0011
Si, -0.0034, 0.0028, -0.0008
Si, -0.0025, -0.0014, -0.0078
Si, 0.0057, 0.0028, -0.0023
Si, -0.01, -0.0133, 0.0016
Si, -0.0088, 0.0094, -0.0016
Si, 0.0448, 0.0118, 0.0161
Si, -0.0167, 0.0152, -0.0084
Si, 0.0014, 0.011, 0.0158
Si, 0.0045, 0.0028, 0.0233
Si, 0.0144, 0.0074, -0.0034
Si, -0.0043, 0.007, 0.0213
Si, 0.0217, 0.0053, -0.0006
Si, 0.0033, -0.0018, 0.0005
Si, -0.0033, 0.0148, -0.0111
Si, 0.0046, -0.0027, 0.0068
Si, -0.0111, -0.008, -0.0121
Si, -0.0068, 0.0123, 0.0034
Si, 0.0002, 0.0125, -0.0252
Si, -0.014, 0.0001, 0.0065
Si, 0.0002, 0.007, 0.0104
Si, 0.0056, 0.002, 0.0017
Si, 0.0011, -0.001, -0.0029
Si, 0.0004, -0.0122, -0.0084
Si, -0.0062, -0.0033, -0.0306
Si, 0.0131, 0.0016, 0.0059
Si, 0.0193, 0.0121, -0.0016
Si, 0.0058, 0.0073, -0.0081
O, 0.0057, -0.0027, 0.0024
O, 0.0093, 0.0169, 0.0457
O, 0.0103, 0.0016, 0.0022
O, -0.003, -0.0067, -0.0037
O, -0.0068, -0.0097, -0.0127
O, 0.0034, 0.0039, 0.0065
O, 0.0074, -0.0034, 0.0073
O, 0.0069, -0.0132, 0.0217
O, -0.0008, -0.011, 0.006
O, 0.0172, 0.0239, 0.0194
O, 0.0085, -0.0028, 0.0067
O, 0.0042, -0.0018, 0.012
O, 0.0082, 0.0087, -0.0004
O, -0.0026, -0.0036, -0.0153
O, 0.0044, -0.0049, -0.0065
O, 0.0033, -0.0039, 0.0131
O, 0.0059, 0.0033, -0.0029
O, 0.0053, 0.0077, 0.006
O, 0.0064, -0.0037, 0.0107
O, -0.0002, 0.0139, -0.0017
O, 0.0034, 0.0004, -0.0005
O, 0.0052, -0.0038, 0.0012
O, -0.0089, 0.0014, 0.0235
O, -0.0117, 0.0012, 0.0155
Si, -0.0045, -0.0163, -0.0065
Si, 0.0268, -0.009, -0.0158
Si, 0.0038, 0.0019, -0.0039
Si, 0.0211, -0.0016, -0.0054
Si, 0.0073, -0.0037, -0.0132
Si, 0.01, 0.0036, -0.003
Si, 0.0103, 0.0071, 0.0076
Si, -0.0097, 0.0008, 0.0136
Si, 0.005, -0.0049, 0.0035
Si, -0.0036, 0.0076, -0.0094
Si, -0.0323, -0.0032, -0.0256
Si, 0.0261, 0.0044, -0.0013
Si, -0.0101, -0.0072, 0.0174
Si, -0.0021, -0.0186, 0.0034
Si, 0.0119, 0.008, 0.0072
Si, 0.0077, 0.0087, -0.0055
Si, 0.0056, 0.0008, 0.0012
Si, 0.01, 0.0041, 0.003
Si, 0.0039, -0.006, 0.018
Si, -0.0372, 0.0307, -0.0146
Si, -0.0019, 0.0065, -0.0125
Si, 0.0015, 0.0007, 0.0178
Si, -0.0033, -0.0017, -0.0075
Si, 0.0099, -0.0003, -0.0025
Si, -0.0004, 0.0043, 0.0043
Si, 0.0028, 0.0014, 0.0029
Si, 0.0055, 0.0024, -0.0029
Si, -0.0096, -0.0199, 0.007
Si, 0.0102, 0.0228, 0.0039
Si, 0.0216, -0.0201, 0.0253
Si, 0.0204, 0.0153, 0
Si, 0.0201, -0.012, 0.0135
Si, 0.0009, -0.0097, -0.0026
Si, -0.0037, 0.0154, -0.0146
Si, -0.0001, -0.0011, 0.0045
Si, -0.0248, -0.0092, -0.0122
Si, -0.0286, -0.0082, 0.0184
Si, 0.0033, -0.0089, 0.0115
Si, -0.0044, -0.0011, 0.0065
Si, 0.0092, 0.021, 0.0188
Si, -0.0197, -0.0179, 0.0045
Si, -0.0023, 0, -0.0069
Si, 0.0019, -0.0094, -0.0125
Si, -0.0109, 0.0044, 0.032
Si, 0.0079, -0.0124, -0.0166
Si, -0.007, 0.0356, 0.022
Si, 0.0042, -0.0009, -0.0075
Si, 0.0041, 0.0016, -0.0071
Si, 0.01, -0.0036, -0.0009
O, 0.0047, -0.0247, -0.0091
O, 0.0016, -0.009, 0.0013
O, 0.0072, 0.0043, 0.0028
O, 0.0054, -0.0031, 0.0068
O, -0.01, 0.0042, 0.0079
O, -0.0285, -0.0262, 0.0111
O, -0.0139, -0.0049, 0.0414
O, -0.0177, 0.0006, 0.0221
O, 0, 0.0007, 0.0053
O, 0.0044, -0.003, 0.0004
O, 0.0168, 0.0289, 0.0153
O, -0.0063, 0.0026, 0.0091
O, 0.0062, 0.0039, -0.0066
O, -0.002, -0.0026, -0.0072
O, 0.0031, -0.0024, 0.0018
O, 0.0056, -0.0027, 0.0032
O, -0.0001, 0.0031, 0.0226
O, 0.0014, 0.0025, 0.0027
O, -0.0007, -0.0007, 0.0049
O, 0.0108, -0.0099, 0.0082
O, -0.0006, -0.0016, 0.0006
O, 0.0104, -0.0146, -0.0147
O, 0.0037, -0.0025, -0.0069
O, 0.0123, -0.0025, 0
O, 0.0033, 0.005, -0.0082
O, 0.0025, 0.0154, 0.0098
O, 0.0045, 0.0081, 0.0191
O, 0.0094, -0.029, -0.0002
O, 0.0041, -0.0065, -0.0002
O, -0.0101, 0.0057, 0.008
O, -0.0021, 0.0039, 0.0042
O, -0.0056, 0.0041, -0.0063
O, -0.008, -0.0151, -0.0076
O, 0.0014, -0.0092, 0.0056
O, -0.0001, -0.0005, -0.0017
O, -0.0037, -0.0042, 0.0079
O, 0.0081, 0.0068, -0.0007
O, 0.0122, 0.0064, 0.0091
O, -0.013, 0.0014, 0.0096
O, -0.0028, 0.0004, 0.0049
O, 0.0031, 0.0013, 0.0041
O, 0.0036, 0.0032, 0.003
O, 0.0049, -0.001, 0.0063
O, 0.019, -0.006, 0.0101
O, -0.0054, 0.0073, 0.0049
O, 0.0008, -0.0031, 0.0175
O, 0.0029, -0.0047, 0.0105
O, 0.0059, 0.0039, 0.0014
O, -0.0106, 0.0004, 0.0045
O, -0.0108, -0.0027, 0.0077
O, -0.0123, -0.0036, -0.0049
O, 0.0088, -0.0005, 0.0026
O, 0.0043, -0.0014, 0.0025
O, 0.0009, 0.0009, 0.0038
O, 0.0024, -0.0023, 0.0053
O, -0.0042, -0.0026, 0.0011
O, 0.0045, 0.0091, 0.0055
O, -0.0037, 0.0014, 0.0011
O, 0.0022, 0.0032, 0.0062
O, 0.0074, 0.0004, -0.0069
O, 0.0084, 0.0118, -0.012
O, 0.0095, -0.0023, -0.0051
O, 0.0045, 0.0049, 0.0019
O, 0.0007, -0.0055, 0.0092
O, 0.0025, -0.003, 0.0013
O, 0.0184, 0.0021, -0.0251
O, 0.0028, -0.0025, 0.0078
O, 0.0237, -0.0205, 0.0438
O, 0.0045, 0.0006, 0.0062
O, 0.0056, 0.0021, 0.0064
O, -0.0065, -0.0071, 0.0043
O, 0.0012, -0.0043, 0.0022
O, 0.0158, -0.0042, -0.0004
O, 0.001, -0.0081, 0.0062
O, 0.0067, -0.0016, 0.0121
O, 0.0004, 0.0002, 0.0032
O, -0.0003, -0.0173, 0.013
O, 0.0045, -0.0071, 0.0051
O, 0.0069, 0.0041, -0.0074
O, 0.0007, 0.0021, -0.0004
O, 0.0019, 0.0039, -0.0342
O, 0.0027, -0.0057, 0.0066
O, 0.0047, 0.0017, 0.0052
O, 0.0004, -0.003, 0.001
O, -0.0007, -0.002, 0.0007
O, 0.0086, 0.008, -0.0103

The program warned: the cutoff lies below the one the program advises for these potential files; the forces do not sum to zero within the program's tolerance; the exchange-correlation potential is rough where the density is thin.
